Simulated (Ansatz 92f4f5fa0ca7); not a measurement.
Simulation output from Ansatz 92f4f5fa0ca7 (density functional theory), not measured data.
Periodic cell of 122 atoms, Si78O44, from a study of silicon, its oxide and their interface. The atomic structure is a simulated model.

Settings
functional: r2SCAN
potential files: Ansatz norm-conserving
basis: plane waves
wave-function cutoff: 1300 eV
density cutoff ratio: 4
exchange-correlation grid ratio: 1
k mesh: 2 x 2 x 1, shifted by 0.5 0.5 0.5 of a step
self-consistency stop: 5e-08 eV per atom in the density residual
occupations: Fermi-Dirac, 0.05 eV
spin: none
net charge: 0

Cell vectors (angstrom)
a	10.88	0	0
b	0	10.88	0
c	0	0	17.6987

Atoms and the computed forces on them: element, x, y, z (angstrom), force x, y, z (eV/angstrom)
Si	0.7408	-0.1761	-0.3844	-0.5142	-1.1825	0.7532
Si	3.3114	2.6492	-0.0256	-0.1154	-1.3256	-0.7298
Si	-0.11	5.5967	0.2145	-0.6734	0.8173	-0.013
Si	1.9472	8.3778	-0.4921	1.6462	0.9058	-0.7638
Si	5.259	0.4017	-0.4603	-2.8661	1.4681	0.8507
Si	7.5977	2.8286	0.3181	-0.7798	0.3812	2.443
Si	6.1337	5.1191	-0.1064	1.6408	-1.8124	0.5517
Si	8.7034	8.0624	-0.2925	1.1455	0.685	1.5478
Si	1.5798	1.46	1.0609	1.5387	-0.8138	0.0335
Si	4.7917	3.9163	1.3493	-1.8984	-0.8447	0.6352
Si	1.4423	6.9391	1.3075	0.7766	-1.5207	-1.4638
Si	3.9399	9.1823	0.8755	-0.7265	-0.3465	1.5503
Si	6.1337	1.3012	1.4754	2.1667	0.2772	0.7399
Si	9.84	4.3717	1.8631	0.8397	-0.7856	0.559
Si	7.0453	6.9229	0.9412	-0.392	0.1421	1.5961
Si	9.6135	9.8618	1.1731	1.0313	-1.5333	-1.1901
Si	0.286	2.4915	2.5171	-0.5804	2.5456	0.8986
Si	2.9807	-0.0983	2.6008	-0.3904	-0.206	-1.3002
Si	0.4008	8.41	2.5086	-3.474	0.7411	-0.3348
Si	2.7687	5.6096	2.7563	-1.517	-1.8387	-3.4848
Si	5.3454	2.6555	3.3393	0.5373	1.0809	-1.1624
Si	7.9715	-0.094	2.5938	-0.3863	0.5998	-0.6033
Si	5.5876	8.0261	2.5142	-1.9491	-0.5931	-1.3298
Si	7.9555	5.5539	3.048	0.4872	3.1985	-2.6774
Si	1.6207	4.0187	4.0193	-1.7134	0.2957	-0.8279
Si	4.0391	1.0049	4.3603	0.1629	0.1649	0.4052
Si	1.6217	9.4021	4.0472	0.6145	1.4103	1.173
Si	4.1416	6.6192	3.9984	2.7171	2.2276	1.1319
Si	6.9958	4.3102	4.4567	-2.0937	-3.2472	0.6238
Si	9.5646	1.3343	3.5815	-1.4378	-1.3375	1.011
Si	6.8646	9.1139	4.0544	1.0788	1.1706	1.045
Si	10.0831	6.4558	3.424	0.2693	-0.6012	0.7967
Si	-0.2308	-0.1897	5.09	0.7554	-0.1715	-0.6318
Si	2.4955	2.4989	5.3653	1.1642	-0.185	2.1341
Si	0.0952	5.4328	5.4642	0.5823	-0.9318	-2.7568
Si	2.7495	7.7867	5.5068	-0.0295	1.1551	-0.1516
Si	5.5587	-0.3797	5.7481	0.4048	0.5553	-0.788
Si	8.2426	2.5083	5.1797	0.5476	0.6972	-0.3616
Si	5.4677	5.5482	5.5556	-0.9539	-0.351	0.0649
Si	8.4332	7.5401	5.3052	-1.9579	0.195	-0.7959
Si	0.2892	1.7867	6.2895	1.3377	-0.5811	1.0817
Si	3.9603	4.198	6.6952	-0.9246	-0.7344	0.6015
Si	1.0132	6.8789	6.8597	1.4501	0.6357	0.3193
Si	4.099	9.122	6.9986	-0.8543	-0.4685	-0.4381
Si	7.0746	1.307	6.7775	-0.6789	-0.2	1.2383
Si	9.8513	3.7046	6.3423	-1.8557	-0.4448	1.6034
Si	6.8099	6.7287	6.9437	0.7823	-0.1333	0.6842
Si	10.3578	8.5366	6.145	0.2439	0.2521	-1.519
Si	-0.2417	1.6731	8.6392	0.4128	0.6855	0.8836
Si	2.925	-0.9052	8.8167	-1.8398	0.341	0.5576
Si	-0.9687	9.4848	8.0015	-0.2279	1.6698	2.2864
Si	2.4612	5.4781	8.3963	1.1349	-1.3747	-0.1084
Si	5.5398	2.9712	7.9947	-1.383	-0.3291	-0.3561
Si	8.5879	0.5344	8.6394	-1.618	-1.0925	-2.6435
Si	5.3563	7.9133	8.4776	1.8702	-0.3759	2.0183
Si	8.1031	5.2762	8.4876	-1.843	0.5218	-0.4555
Si	1.28	3.5991	9.2709	-1.7026	-0.6698	1.0815
Si	3.797	2.0029	9.4092	0.6056	-1.7547	-1.1962
Si	0.5838	10.5276	9.512	1.2188	-0.0945	-2.7802
Si	4.4615	5.4754	10.2413	-3.1735	2.2242	2.5785
Si	6.2325	4.2293	9.8533	3.6194	-1.1092	-2.1297
Si	7.7266	2.5776	12.0287	0.502	1.1395	-0.4584
Si	7.1134	8.9374	9.8578	-0.7719	0.6798	-0.8432
Si	9.1168	7.9257	9.4251	-0.3676	-1.0192	-2.3606
Si	1.3392	2.2134	13.4515	2.3099	0.4711	-0.6315
Si	2.8543	5.7748	13.1836	2.6329	-1.6547	-2.8735
Si	-0.4074	3.884	15.2365	-2.4764	1.8256	2.7574
Si	2.4011	9.6472	11.5644	-3.0632	-0.8175	-0.9666
Si	11.4687	4.0222	11.5731	0.9267	1.4531	-1.3686
Si	8.7434	8.0832	12.0732	-2.3382	2.2782	1.7963
Si	0.1563	-0.0027	15.0345	-1.2758	1.5482	0.4076
Si	5.9452	1.7517	14.7233	-0.054	-0.9035	-0.0914
Si	9.1945	5.1829	12.9716	-0.2922	1.5532	-1.3933
Si	4.2302	4.3035	15.6235	-1.1485	-2.7066	-4.2585
Si	1.9662	7.6738	14.0848	-1.3688	-0.2657	-0.5529
Si	8.8171	2.2128	15.5487	1.3238	0.2352	-1.4779
Si	3.974	12.2564	12.3285	0.4132	1.6094	-0.276
Si	10.0506	8.7426	14.7326	-0.5345	-0.9875	-3.3128
O	3.4078	-5.9108	1.2888	0.8097	-0.0662	1.6608
O	-2.6328	-6.9608	1.512	0.221	-1.4009	-0.8391
O	5.2268	3.1383	-2.761	-1.2854	2.0396	1.863
O	9.2708	8.9933	-4.4273	0.491	0.9738	1.862
O	-1.2014	6.7764	-0.1498	0.5826	-0.4654	-0.2213
O	-0.7212	5.0223	-6.0427	0.9924	-1.2443	0.3705
O	2.5676	7.9079	-2.1164	-0.9118	1.0041	1.4717
O	2.9625	2.5259	-4.7475	-2.4919	-1.9821	0.6354
O	5.8839	0.5229	-1.8791	2.2314	1.525	-1.9175
O	7.1833	3.8892	-0.8305	-1.6202	2.6335	0.6383
O	8.5262	1.9109	-0.5877	1.2505	-1.231	-0.0193
O	4.9523	5.2855	-1.1463	1.1765	2.4741	0.7879
O	10.8989	4.7363	-1.1231	0.7603	-1.1091	-0.2675
O	7.535	13.0442	-3.1534	-1.4156	-0.6339	0.7911
O	8.7858	8.4524	-1.8707	1.3249	0.1406	-1.2115
O	0.3185	2.5196	12.2399	0.1407	0.7709	-0.6548
O	2.1389	2.1461	9.4204	1.9271	1.8688	0.1765
O	0.7765	-0.804	11.0392	2.1378	-0.222	2.091
O	4.4893	2.1053	10.8605	-0.0928	-0.2668	3.5125
O	3.0045	9.0352	10.203	0.4665	-0.9789	-0.3124
O	3.7942	11.2655	9.1832	1.134	0.3619	-0.6696
O	4.0892	5.7749	11.8622	-1.5024	-0.3503	0.4165
O	7.1839	3.0529	10.5374	-0.3146	-0.126	1.2435
O	8.0059	4.1272	12.7521	-0.1493	-1.2951	0.0489
O	7.317	-0.3704	9.2607	0.1918	0.0505	1.6605
O	14.1996	-0.0006	11.8349	0.6149	1.6814	1.4254
O	4.9045	17.8572	9.833	0.6083	0.9398	-2.2323
O	8.98	4.1159	7.8026	1.0834	-1.1734	-1.4056
O	9.2348	6.3339	8.9685	0.3954	0.963	0.7159
O	0.7943	3.1807	14.5979	2.8623	-1.1496	-0.1654
O	-0.7987	5.148	14.3359	-1.7158	0.0624	-1.7754
O	3.7484	5.1961	14.3942	-0.6318	-0.1287	-0.3
O	2.9604	3.5981	16.3245	0.3563	-0.6314	1.177
O	1.2226	11.5966	13.9824	-0.0696	-1.8176	0.5972
O	2.2382	8.7164	12.8538	0.4123	0.5618	0.2702
O	1.8063	4.7596	12.4671	-1.5236	-0.1133	-0.0981
O	9.7212	1.041	14.8956	1.0728	-1.7225	0.3628
O	8.586	6.6811	12.7604	-0.6821	-2.0738	0.5361
O	7.3052	8.8284	11.5073	0.734	-0.8117	0.1857
O	3.7578	1.1382	17.0437	0.7703	1.2822	0.4209
O	4.9832	1.0825	13.5954	0.7276	-0.1156	-2.3239
O	0.3023	-3.3394	14.1218	-0.3781	1.8023	2.1212
O	4.7819	-1.096	17.3173	0.7424	-2.0007	0.4383
O	9.7435	8.1172	10.8685	1.9185	-0.5148	0.3556

Results
free energy: -29581.394 eV
free energy less fixed offsets of O -463.61, Si -117.95 eV per atom: 17.546 eV
pressure: 0.28 GPa
stress xx, yy, zz, yz, xz, xy (GPa, positive in tension): -0.31, -0.9, 0.37, 0.01, -0.37, -0.33
